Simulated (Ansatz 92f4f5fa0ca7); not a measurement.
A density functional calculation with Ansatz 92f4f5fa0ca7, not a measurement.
Periodic cell of 251 atoms, Si165O86, from a study of silicon, its oxide and their interface. The atomic structure is a simulated model.
Doubt: the cutoff is far below the 930 eV that the study's wrapper takes by default for these files, so forces and energies are approximate.

Settings: functional PBE; potential files Ansatz PAW; basis plane waves; wave-function cutoff 580 eV; density cutoff ratio 5; exchange-correlation grid ratio 1; k mesh 1 x 1 x 1, Gamma-centred; self-consistency stop 5e-08 eV per atom in the density residual; occupations fixed; spin none; net charge 0.

Cell vectors (angstrom)
a, 10.938, 0, 0
b, 0, 10.938, 0
c, 0, 0, 37.2943

Atoms and the computed forces on them: element, x, y, z (angstrom), force x, y, z (eV/angstrom)
Si, 0, 0, 0.683, -0.029, 0.0428, -0.0119
Si, 5.469, 0, 0.683, -0.0141, 0.0338, -0.0113
Si, 2.7345, 2.7345, 0.683, 0.0097, 0.033, 0.005
Si, 8.2035, 2.7345, 0.683, -0.0052, 0.0392, 0.0027
Si, 0, 5.469, 0.683, -0.0103, 0.0659, 0.0019
Si, 5.469, 5.469, 0.683, -0.005, 0.0148, -0.0077
Si, 2.7345, 8.2035, 0.683, -0.0104, -0.0081, 0.0006
Si, 8.2035, 8.2035, 0.683, 0.0096, 0.0111, 0.0051
Si, 1.3673, 1.3673, 2.0503, -0.112, -0.0002, -0.0719
Si, 6.8362, 1.3673, 2.0503, -0.0848, 0.0206, 0.0787
Si, 4.1018, 4.1018, 2.0503, -0.0537, 0.0078, -0.1524
Si, 9.5708, 4.1018, 2.0503, -0.0774, 0.0234, 0.1192
Si, 1.3673, 6.8362, 2.0503, -0.0948, 0.025, 0.0549
Si, 6.8362, 6.8362, 2.0503, -0.0724, -0.0241, -0.0876
Si, 4.1018, 9.5708, 2.0503, -0.0656, 0.0134, 0.0969
Si, 9.5708, 9.5708, 2.0503, -0.0123, 0.0318, -0.1331
Si, 2.7345, 0, 35.2428, 0.0662, 0.0133, 0.0312
Si, 8.2035, 0, 35.2428, 0.0745, 0.057, -0.0265
Si, 0, 2.7345, 35.2428, -0.0375, -0.0616, 0.0261
Si, 5.469, 2.7345, 35.2428, -0.0187, -0.0902, -0.0172
Si, 2.7345, 5.469, 35.2428, 0.1287, -0.0146, -0.0474
Si, 8.2035, 5.469, 35.2428, 0.0988, 0.0481, 0.0462
Si, 0, 8.2035, 35.2428, -0.0044, 0.0245, 0.0102
Si, 5.469, 8.2035, 35.2428, -0.0301, -0.0839, 0.0406
Si, 4.1018, 1.3673, 36.6101, -0.0525, 0.0245, 0.015
Si, 9.5708, 1.3673, 36.6101, 0.0239, -0.0302, 0.019
Si, 1.3673, 4.1018, 36.6101, -0.0025, -0.0339, -0.0113
Si, 6.8362, 4.1018, 36.6101, -0.0081, -0.0005, -0.0125
Si, 4.1018, 6.8362, 36.6101, 0.0266, -0.0243, 0.0171
Si, 9.5708, 6.8362, 36.6101, -0.0092, -0.0432, 0.0085
Si, 1.3673, 9.5708, 36.6101, 0.0019, -0.016, 0.0069
Si, 6.8362, 9.5708, 36.6101, 0.0435, -0.0703, -0.0065
Si, 0.1241, -0.6511, 26.838, 0.1334, -0.1265, -0.3636
Si, 5.8953, -0.4792, 26.7474, -0.0341, -0.1501, -0.1853
Si, 2.3039, 3.3653, 27.2781, 0.1658, -0.1183, 0.0209
Si, 7.7462, 3.2938, 27.1156, 0.2847, -0.3112, -0.1227
Si, 0.6124, 5.0932, 27.2576, -0.2645, 0.1478, -0.4112
Si, 5.9689, 4.9357, 27.0536, -0.2027, 0.3743, 0.1085
Si, 2.5045, 8.1471, 27.1749, -0.0428, 0.1246, -0.3884
Si, 8.1784, 8.2386, 27.0899, -0.0588, -0.0247, -0.1787
Si, 1.4531, 1.5413, 28.4943, -0.047, 0.1546, -0.537
Si, 6.8491, 1.3436, 28.1661, -0.0357, -0.2217, -0.0017
Si, 4.1893, 4.1235, 28.4233, 0.1268, 0.1612, 0.1322
Si, 9.6102, 4.1416, 28.3269, 0.1127, -0.0141, 0.1149
Si, 1.4209, 6.7516, 28.6804, 0.042, -0.0343, 0.0803
Si, 6.8889, 6.7108, 28.3416, -0.0285, 0.0751, -0.0139
Si, 4.2074, 9.4716, 28.2191, -0.0403, 0.0025, -0.1299
Si, 9.6421, 9.4382, 28.4701, -0.0937, -0.008, 0.0081
Si, 2.8343, -0.0219, 29.6479, -0.0014, -0.1222, 0.0323
Si, 8.2468, 0.0264, 29.6561, -0.0544, -0.0087, 0.008
Si, -0.0582, 2.7575, 29.8101, 0.0263, -0.0402, 0.0552
Si, 5.4728, 2.6021, 29.692, -0.0637, 0.0631, 0.0636
Si, 2.8908, 5.4609, 29.9096, 0.155, -0.0544, 0.159
Si, 8.2897, 5.4762, 29.7836, 0.001, -0.0196, -0.0748
Si, 0.0112, 8.1368, 29.8986, -0.0326, 0.0085, 0.1959
Si, 5.5015, 8.1276, 29.7048, 0.0872, 0.0104, -0.0724
Si, 4.1239, 1.3095, 31.1316, 0.0482, 0.0368, -0.0098
Si, 9.5509, 1.358, 31.1481, -0.0157, -0.0319, -0.033
Si, 1.3877, 4.0873, 31.159, 0.1417, 0.0256, -0.0327
Si, 6.8606, 4.0446, 31.0594, 0.0015, -0.0301, -0.0465
Si, 4.1841, 6.8719, 31.2258, -0.0289, -0.0454, 0.0056
Si, 9.5664, 6.8095, 31.2406, 0.0272, 0.0703, 0.03
Si, 1.4301, 9.5878, 31.1074, 0.0287, -0.0354, -0.1146
Si, 6.8735, 9.5628, 31.0497, 0.0003, 0.0117, -0.105
Si, 0.029, -0.0048, 32.4791, -0.0531, 0.0373, 0.0155
Si, 5.5079, -0.0388, 32.4864, -0.0554, -0.0159, -0.0768
Si, 2.7512, 2.7002, 32.5029, -0.0329, -0.0466, -0.0297
Si, 8.1919, 2.7231, 32.5084, -0.0165, -0.0325, -0.0243
Si, 0.0301, 5.4463, 32.5501, 0.0196, 0.0412, -0.0296
Si, 5.5323, 5.4293, 32.5012, 0.0028, 0.0532, -0.0185
Si, 2.7565, 8.2302, 32.526, 0.0849, -0.0034, 0.0054
Si, 8.1909, 8.2242, 32.5176, 0.056, -0.0005, -0.0424
Si, 1.3678, 1.3616, 33.8757, 0.0268, 0.0143, -0.0124
Si, 6.8314, 1.3563, 33.8728, 0.017, 0.0242, -0.0062
Si, 4.1132, 4.0953, 33.8639, -0.0179, 0.0089, -0.0401
Si, 9.5654, 4.09, 33.8816, 0.0194, -0.0309, -0.0151
Si, 1.3838, 6.849, 33.8853, -0.0397, 0.0053, -0.0384
Si, 6.8443, 6.8354, 33.8801, -0.0034, -0.0266, -0.0049
Si, 4.1225, 9.5827, 33.8823, -0.0251, -0.0152, 0.024
Si, 9.5845, 9.5819, 33.8669, -0.0005, -0.0348, -0.0207
Si, 2.7067, -0.0029, 3.4205, 0.0063, 0.018, -0.0019
Si, 8.1946, -0.0133, 3.4114, 0.028, -0.0003, 0.0312
Si, -0.0144, 2.7199, 3.4218, 0.0216, -0.0125, 0.0073
Si, 5.4377, 2.7306, 3.4163, -0.0141, 0.0668, 0.0268
Si, 2.7201, 5.4536, 3.4057, 0.034, -0.0022, 0.0252
Si, 8.1822, 5.473, 3.4244, -0.0089, -0.0094, 0.0181
Si, -0.0111, 8.219, 3.4184, -0.0285, -0.0004, 0.0081
Si, 5.459, 8.1902, 3.4172, 0.036, -0.023, -0.0004
Si, 4.03, 1.396, 4.7848, 0.0269, -0.0474, 0.0279
Si, 9.5435, 1.3532, 4.7898, -0.0472, 0.0283, 0.0804
Si, 1.3519, 4.0957, 4.778, -0.0287, 0.0347, 0.007
Si, 6.7683, 4.1282, 4.7832, -0.0092, -0.0556, 0.0338
Si, 4.057, 6.8388, 4.7698, -0.026, -0.0315, 0.0554
Si, 9.5203, 6.8901, 4.7747, 0.0764, 0.0014, -0.0046
Si, 1.3176, 9.6046, 4.8093, 0.027, -0.02, 0.0837
Si, 6.8238, 9.5634, 4.7785, -0.053, 0.009, 0.0352
Si, -0.0537, 0.0151, 6.2402, 0.0216, 0.0057, -0.0362
Si, 5.4035, -0.0077, 6.076, -0.0005, 0.063, 0.1176
Si, 2.6555, 2.7271, 6.221, 0.0222, 0.0268, 0.0113
Si, 8.125, 2.7218, 6.0991, -0.1066, -0.0054, 0.0456
Si, -0.0187, 5.5196, 6.0612, 0.0141, 0.0137, 0.09
Si, 5.3802, 5.4838, 6.1848, -0.0176, -0.0876, -0.0268
Si, 2.6961, 8.2149, 6.1309, -0.0281, 0.0078, 0.1082
Si, 8.1753, 8.2368, 6.2136, -0.0164, -0.032, 0.1194
Si, 1.2627, 1.4107, 7.6536, -0.0308, 0.0312, 0.1449
Si, 6.7373, 1.3275, 7.4712, -0.0217, 0.026, -0.0944
Si, 4.0158, 4.0956, 7.596, 0.1021, -0.0327, 0.0103
Si, 9.5, 4.1745, 7.3401, -0.0948, -0.0219, -0.1054
Si, 1.3189, 6.8539, 7.499, 0.0254, -0.071, -0.2198
Si, 6.7256, 6.8906, 7.5408, -0.0502, -0.0121, -0.1262
Si, 4.0493, 9.6103, 7.4908, 0.0171, -0.0299, -0.0567
Si, 9.5282, 9.6032, 7.6636, -0.027, -0.0288, 0.0803
Si, 2.6927, -0.0394, 8.9485, 0.018, 0.021, 0.1961
Si, 8.0881, 0.0761, 8.9668, -0.0984, 0.1077, 0.1113
Si, -0.2387, 2.897, 8.8619, 0.0802, 0.1045, -0.0175
Si, 5.3653, 2.6332, 8.912, -0.0841, -0.1336, 0.078
Si, 2.6477, 5.5165, 8.9127, 0.0013, 0.0147, 0.1091
Si, 8.0125, 5.3533, 8.7286, 0.1811, 0.1545, 0.1299
Si, 0.0583, 8.2137, 8.9518, -0.0409, 0.1219, 0.1139
Si, 5.4254, 8.3179, 8.9283, 0.126, 0.1142, 0.2115
Si, 4.2509, 1.0359, 10.3457, -0.0234, -0.0139, -0.0112
Si, 8.8735, 2.0133, 10.092, 0.4441, -0.3298, -0.0751
Si, 0.9515, 4.4705, 10.1958, 0.0157, -0.079, 0.2666
Si, 7.1103, 3.6571, 10.0439, -0.4665, 0.2133, 0.0594
Si, 3.8738, 7.0968, 10.1893, -0.0577, 0.0755, 0.2885
Si, 10.0317, 6.899, 10.6399, -0.063, -0.2349, -0.0674
Si, 1.6505, 9.2573, 10.3282, 0.0701, 0.1014, 0.0672
Si, 6.5794, 9.8601, 10.445, 0.0377, -0.0136, 0.1263
O, -1.2515, -0.4891, 13.2033, -0.0164, -0.1575, -0.0995
O, -21.0216, 9.8525, 11.652, 0.2217, -0.104, -0.2684
O, 1.5101, 3.4251, 11.3316, 0.0356, -0.0096, -0.0236
O, 20.4017, 23.4539, 11.5749, -0.1564, 0.152, -0.1732
O, 9.5465, 7.752, 11.9778, 0.1321, 0.0065, 0.0163
O, 17.4852, 48.1046, 11.4582, 0.1469, -0.1962, -0.0464
O, 7.3389, 9.3211, 11.8437, -0.1639, 0.1199, -0.2492
O, 3.3806, 1.5636, 11.6582, 0.0695, 0.03, -0.0407
O, 5.3976, -0.0117, 10.9743, 0.0432, 0.0064, -0.4105
O, 0.1239, 5.6595, 11.0518, -0.0099, 0.0018, -0.347
O, 2.7806, 8.1599, 10.9054, -0.0077, -0.0166, -0.4881
O, 5.5953, 5.4144, 13.7122, 0.1037, 0.1346, -0.2811
O, 2.8767, 7.1178, 25.881, 0.2006, 0.1434, 0.3455
O, 5.4177, 10.5638, 25.1448, 0.079, 0.0907, 0.3079
O, 6.7447, 5.9077, 21.6136, -0.0073, -0.0087, 0.0967
O, 1.3815, 9.2379, 26.5885, -0.0074, 0.1432, 0.208
O, 8.9529, 7.5671, 25.772, -0.0685, 0.0862, 0.3831
O, -0.669, 10.4808, 25.4243, -0.0338, 0.0339, 0.1051
O, 0.5181, 5.8482, 25.7406, 0.0811, -0.1473, 0.2233
O, 3.3224, 11.9953, 25.2443, -0.0592, 0.104, 0.1438
Si, 0.3375, -1.2703, 18.1694, 0.0206, -0.0799, 0.0783
Si, 12.6268, -3.0464, 20.3206, -0.0992, -0.061, -0.1206
Si, 6.014, 5.7257, 12.1631, -0.1688, -0.0295, 0.2089
Si, 4.5916, 0.9019, 21.2277, -0.01, -0.0953, -0.2114
Si, 13.5656, -5.2869, 16.2124, -0.0022, 0.0324, -0.0067
Si, 4.0971, 0.0086, 24.2638, -0.0176, 0.0401, -0.2153
Si, 1.5709, 4.1024, 23.0893, -0.1443, -0.1472, -0.1654
Si, 6.1769, 6.9475, 22.7411, 0.174, 0.1102, -0.1848
Si, 8.4485, 7.499, 15.7463, 0.0309, -0.1174, 0.2663
Si, 1.8901, -1.8647, 23.1839, -0.1664, 0.2013, -0.2951
Si, 4.5516, 4.2306, 14.0577, -0.0242, -0.1785, 0.2814
Si, 7.1997, 2.2823, 20.1318, 0.1544, -0.0426, -0.118
Si, 9.1929, 12.0204, 13.084, -0.0605, 0.1154, 0.3716
Si, 1.723, 6.5438, 24.8545, -0.219, -0.0865, 0.015
Si, -2.8718, -2.86, 12.6492, -0.1193, -0.0733, -0.0091
Si, 5.9705, 4.9498, 20.5606, -0.0015, -0.0207, -0.2057
Si, -2.9342, 0.8807, 22.391, 0.1732, -0.0429, -0.1117
Si, -3.5471, 3.2619, 24.1248, 0.2706, -0.1761, -0.4758
Si, 9.5804, 4.9364, 22.6089, 0.1652, -0.0375, -0.0073
Si, 10.2287, 10.2923, 23.816, 0.2023, 0.072, -0.2559
Si, 5.5386, 4.6724, 24.6799, -0.0714, 0.0907, -0.0446
Si, 0.1012, 4.4159, 17.4747, -0.0254, 0.1153, 0.0249
Si, 3.0289, 2.6675, 25.1763, -0.31, -0.1132, -0.0644
Si, -2.5232, 4.4795, 15.9804, 0, -0.0195, 0.0552
Si, 8.3429, 8.491, 18.6638, 0.1031, -0.0704, -0.0243
Si, 6.9238, 2.3249, 14.6065, -0.0332, 0.0534, 0.0942
Si, 13.5493, 2.8292, 12.3468, 0.1259, 0.1235, 0.0889
Si, 3.3623, 3.5012, 20.6633, -0.1425, -0.048, -0.1157
Si, 10.0476, -4.7009, 19.8919, 0.0895, 0.0419, -0.0662
Si, 0.8054, 1.5862, 14.4881, -0.134, -0.0754, 0.144
Si, 10.9005, 1.5767, 17.414, -0.0655, 0.0448, 0.0089
Si, -4.6649, 9.5089, 20.9641, 0.0526, 0.0995, -0.0876
Si, 0.572, 7.9812, 15.525, 0.0847, -0.0972, 0.2113
Si, 8.8567, 7.5801, 24.1418, -0.0334, -0.0656, -0.2283
Si, 0.3232, 9.922, 13.1809, 0.0044, 0.1204, 0.2766
Si, 3.7078, 5.7963, 18.9609, -0.1229, 0.0785, -0.1158
Si, 7.852, 12.9244, 17.2604, -0.0788, -0.0395, -0.0535
O, 2.1027, 3.9582, 21.5667, 0.0614, -0.0114, 0.1012
O, 4.7344, 6.3828, 11.3947, -0.046, -0.0529, -0.1234
O, 7.9198, 3.6352, 14.6712, 0.0237, 0.0199, -0.0086
O, -0.028, 4.1364, 23.0323, -0.0537, 0.0176, 0.0213
O, 7.2634, 1.5235, 18.6919, 0.0022, 0.0429, 0.0575
O, 9.7267, -1.562, 18.6273, -0.024, 0.001, 0.0076
O, 4.9126, -0.5673, 20.5554, 0.0094, 0.0225, 0.0232
O, 11.1891, 7.1641, 20.6076, 0.0112, 0.0195, 0.0361
O, 2.2346, -2.3083, 21.6566, 0.0633, 0.0114, 0.1753
O, 11.471, 0.3401, 18.2817, 0.0002, -0.0123, 0.0214
O, 7.2874, -3.4279, 23.762, -0.0786, 0.0088, 0.0249
O, 3.5636, 4.7746, 15.2205, 0.0642, -0.0195, -0.0756
O, -8.1217, -4.1233, 19.8655, 0.0624, -0.0088, 0.0325
O, 9.4192, 11.4892, 23.1075, -0.0508, 0.022, 0.0835
O, 8.4373, 1.7734, 21.0667, -0.0895, 0.0322, 0.0036
O, 3.2395, -1.3406, 23.9313, 0.1351, 0.0045, 0.1745
O, -0.2209, 5.5539, 18.5787, -0.0007, 0.0138, 0.0062
O, 9.3299, 1.3318, 17.0117, 0.0104, -0.0408, -0.0043
O, 0.5339, 8.5433, 14.0032, -0.0355, -0.0139, -0.1533
O, 3.4024, 1.8496, 20.5866, 0.0711, 0.0094, 0.0875
O, 7.1677, -1.515, 26.5246, -0.1646, 0.0628, 0.2441
O, 1.5713, -6.3207, 16.856, 0.0002, -0.0288, -0.0034
O, 9.4757, -2.034, 23.4571, -0.0553, -0.0793, 0.1378
O, 1.1929, 11.0168, 14.0201, -0.0031, -0.036, -0.1265
O, 11.8406, 1.7377, 16.0951, 0.0382, -0.024, -0.157
O, 8.7087, 6.2329, 9.9621, -0.0532, -0.0201, -0.1459
O, 11.6511, 9.1633, 16.6532, -0.023, 0.0077, -0.0948
O, 7.844, 3.6347, 17.2694, 0.0526, 0.0376, -0.0186
O, 8.7446, 7.0665, 19.3635, -0.013, -0.0057, 0.0518
O, 13.1822, 5.419, 23.7941, 0.1116, 0.1606, 0.1032
O, 4.7348, 4.1524, 21.307, 0.0388, -0.0098, 0.1274
O, 7.233, 10.434, 21.9345, -0.0186, 0.026, 0.072
O, 1.4353, -1.945, 19.1555, 0.0074, 0.0292, 0.0034
O, 1.9022, 2.5361, 13.7805, 0.0615, 0.0186, -0.1623
O, 6.8955, 1.5018, 16.0287, 0.1284, 0.0275, 0.0426
O, 11.7276, 10.2788, 23.1609, 0.0005, -0.0589, 0.1465
O, 4.3551, 3.5158, 24.6979, -0.0182, 0.2413, -0.0429
O, 15.3207, 0.7381, 22.831, -0.0065, -0.0402, 0.1612
O, 7.8952, 8.3126, 17.0779, -0.0314, 0.0344, -0.0505
O, 1.223, 7.8172, 23.9746, -0.0275, -0.1321, 0.1265
O, 8.0842, 8.2134, 14.3059, 0.003, 0.0613, -0.3151
O, -0.7358, 1.9405, 14.0517, 0.054, -0.061, -0.1254
O, 0.6437, 0.854, 27.1953, 0.0922, -0.0986, 0.3819
O, 0.0409, 2.976, 18.2461, 0.0119, -0.0462, 0.0085
O, 5.6828, 8.2433, 21.8455, -0.0005, -0.1483, 0.1474
O, 5.208, 6.0353, 23.7248, -0.15, -0.4487, 0.2858
O, 3.5869, -4.7143, 17.401, 0.0337, -0.0144, 0.0423
O, 5.2896, 5.8684, 19.383, 0.0589, -0.0217, 0.0498
O, 3.194, 4.2377, 19.204, 0.0892, -0.0064, 0.0679
O, -2.6093, 4.0245, 23.0352, -0.1471, -0.0307, 0.0119
O, -1.3702, -5.7773, 20.9982, -0.0688, -0.0037, 0.0299
O, -3.1089, -4.9512, 15.8608, 0.0051, 0.0665, -0.0341
O, 7.0564, -7.0441, 19.958, -0.0299, 0.0204, 0.0646
O, 3.7093, 3.9685, 12.694, -0.0035, 0.0597, -0.1741
O, 7.618, 1.3288, 13.4951, 0.0064, -0.0183, -0.1218
O, 1.8088, 6.9069, 15.5538, -0.0651, 0.0542, -0.0039
O, 7.1373, 9.117, 19.6028, -0.0163, -0.0304, 0.0223
O, 5.9096, 1.7746, 20.9342, -0.0276, 0.0095, 0.145
O, 8.2276, 3.0261, 25.5287, -0.2451, 0.072, 0.1986
O, 5.386, 2.8406, 14.3833, -0.0301, 0.0575, -0.1016
O, 7.2115, 6.7706, 12.2672, 0.0511, 0.0623, 0.0343
O, -0.8705, 7.2941, 15.849, 0.0237, 0.0434, -0.0943
O, 7.1201, 12.7038, 23.4616, -0.072, 0.1632, 0.1537
O, -0.9033, 4.4748, 16.18, -0.0677, -0.0154, -0.0539
O, 9.5927, 6.3181, 23.4524, 0.0165, 0.0953, 0.1007
O, -9.0171, 2.7952, 23.9802, 0.1453, -0.0393, 0.0912

Results
free energy: -153801.597 eV
free energy less fixed offsets of O -568.88, Si -635.61 eV per atom: -2.267 eV

The program warned: the cutoff lies below the one the program advises for these potential files; the forces do not sum to zero within the program's tolerance; the exchange-correlation potential is rough where the density is thin.
